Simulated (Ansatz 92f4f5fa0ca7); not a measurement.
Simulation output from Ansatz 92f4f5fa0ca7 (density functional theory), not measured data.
Periodic cell of 184 atoms, Si120O64, from a study of silicon, its oxide and their interface. The atomic structure is a simulated model.

Settings: functional r2SCAN; potential files Ansatz PAW; basis plane waves; wave-function cutoff 800 eV; density cutoff ratio 5; exchange-correlation grid ratio 1; k mesh 1 x 1 x 1, shifted by 0.5 0.5 0 of a step; self-consistency stop 1e-10 eV per atom in the density residual; occupations fixed; spin none; net charge 0.

Cell vectors (angstrom)
a 10.88 0 0
b 0 10.88 0
c 0 0 27.228

Atoms: element, x, y, z (angstrom)
Si 0.4387 -0.1885 -0.1403
Si 2.9731 2.4113 0.1891
Si -0.0916 5.5339 -0.2467
Si 2.5961 8.4334 0.02
Si 5.0314 0.1143 -0.0015
Si 7.7682 2.7641 -0.2559
Si 5.8518 5.3165 -0.0211
Si 8.5107 7.7336 -0.105
Si 1.4502 1.2233 1.4459
Si 4.1697 4.132 1.1971
Si 1.4123 6.738 1.1356
Si 4.0312 9.5177 1.4848
Si 6.749 1.2311 1.1734
Si 9.5675 3.8907 0.9835
Si 6.9678 6.7625 1.3915
Si 9.6051 9.5035 1.0291
Si -0.0063 2.669 2.5378
Si 2.7291 -0.059 2.8716
Si 0.0322 8.1273 2.5025
Si 2.7615 5.4304 2.5527
Si 5.4763 2.6936 2.5742
Si 8.2013 -0.0821 2.4761
Si 5.5082 8.1235 2.6447
Si 8.2984 5.2689 2.5772
Si 1.3662 4.0635 3.8955
Si 4.1259 1.3934 4.029
Si 1.3082 9.4249 4.0338
Si 4.1027 6.7667 3.9561
Si 6.851 4.0128 3.9502
Si 9.5052 1.314 3.8933
Si 6.8594 9.5094 3.9484
Si 9.5794 6.7497 3.9062
Si -0.0414 -0.024 5.3174
Si 2.7074 2.7365 5.3245
Si 0.0466 5.4298 5.2971
Si 2.7327 8.1089 5.3363
Si 5.4869 -0.0051 5.323
Si 8.1755 2.661 5.3097
Si 5.4672 5.4015 5.2969
Si 8.1948 8.1155 5.2868
Si 1.3267 1.3629 6.6636
Si 4.073 4.0923 6.6792
Si 1.3658 6.7857 6.6929
Si 4.0824 9.518 6.6571
Si 6.8092 1.3494 6.6937
Si 9.5269 4.0729 6.635
Si 6.7987 6.7938 6.6604
Si 9.4904 9.5086 6.6867
Si -0.034 2.7301 8.0357
Si 2.6892 -0.0115 8.0087
Si -0.0095 8.161 8.0322
Si 2.7204 5.4587 8.0458
Si 5.4365 2.7236 8.0241
Si 8.135 -0.0023 8.0554
Si 5.4364 8.1741 8.028
Si 8.1667 5.434 8.0131
Si 1.2972 4.1469 9.3721
Si 4.0449 1.3641 9.3475
Si 1.314 9.54 9.4045
Si 4.0684 6.8319 9.3972
Si 6.8034 4.085 9.3836
Si 9.4644 1.3855 9.4081
Si 6.7722 9.5378 9.4172
Si 9.4865 6.8287 9.3909
Si -0.1019 0.0015 10.7595
Si 2.6707 2.7653 10.6354
Si -0.0629 5.4996 10.7894
Si 2.6709 8.172 10.7583
Si 5.3981 0.0388 10.7489
Si 8.1324 2.7558 10.8145
Si 5.469 5.4823 10.7167
Si 8.1433 8.19 10.7769
Si 1.2348 1.4933 11.9609
Si 4.0533 4.1075 11.9583
Si 1.2921 6.8561 12.1698
Si 4.0294 9.5502 12.0814
Si 6.7295 1.3996 12.1527
Si 9.4472 4.1858 12.2004
Si 6.8076 6.8254 12.1413
Si 9.4364 9.5387 12.2233
Si -0.0507 2.8047 13.4743
Si 2.5957 0.1283 13.218
Si -0.0176 8.202 13.6365
Si 2.698 5.3971 13.3417
Si 5.3614 2.836 13.417
Si 7.989 0.0263 13.59
Si 5.3647 8.1608 13.4387
Si 8.1443 5.5425 13.6633
Si 1.6482 3.8537 14.7466
Si 3.7593 1.5942 14.565
Si 1.0347 10.0541 14.6325
Si 4.1493 6.5982 14.6918
Si 6.4025 4.4438 14.8097
Si 9.5819 1.29 14.7549
Si 6.8958 9.19 14.874
Si 9.3248 7.1196 15.112
Si 2.8485 2.008 18.5651
Si 1.5528 4.7958 17.7023
Si -0.9252 6.4951 18.2663
Si 5.628 -1.8264 17.8243
Si 5.0863 0.9329 17.1936
Si 7.6392 9.5942 19.9489
Si 3.159 7.4188 17.4842
Si 11.4947 1.1327 24.2816
Si 1.6393 10.049 17.5639
Si 10.1457 0.1093 19.0749
Si 7.6749 2.5076 16.9058
Si 4.2312 3.9141 23.5064
Si 2.9776 10.7363 23.0656
Si -4.2358 7.1204 24.8684
Si 6.8893 1.1629 21.4335
Si 6.8163 5.1552 22.7792
Si -0.9871 7.8141 20.8602
Si 4.1182 1.9342 21.3236
Si 0.3733 10.1559 21.926
Si 4.4967 8.9718 25.0236
Si 8.965 2.5895 19.6346
Si 6.8167 2.5018 24.089
Si 1.5053 14.6928 24.9995
Si 8.6887 16.2222 20.4896
O -0.1521 0.2582 -4.1009
O 1.9731 -0.7041 -5.2788
O 1.9937 2.9588 -0.9654
O -1.2327 6.652 -0.5938
O -3.4719 6.3701 -3.5621
O -3.213 8.009 -1.4716
O 1.5079 9.5198 -0.5772
O 3.5315 9.51 -3.3397
O 4.0244 1.3291 -0.4409
O 7.6723 2.161 -1.7948
O 8.2442 1.737 -6.434
O 5.6589 2.0539 -6.3876
O 5.7563 6.0833 -1.4587
O 6.8345 4.0791 -0.3805
O 5.2739 10.1399 -1.3743
O 10.9225 11.5092 -1.507
O 1.2344 4.6372 16.1157
O -7.8351 1.8095 20.1465
O 4.4205 0.6856 15.7423
O 2.6884 2.6662 15.2143
O 1.8757 9.8343 15.9916
O -0.1592 11.0644 15.1325
O 3.239 7.3039 15.8588
O 7.2445 5.2846 21.2215
O 5.2719 5.5413 15.3002
O 11.0593 5.3144 18.3647
O 8.9978 1.9989 16.1133
O 10.4088 7.7104 19.2896
O 8.1711 8.248 15.223
O 6.1856 9.2983 16.3294
O 12.876 3.3543 18.2903
O 9.7638 6.851 16.6873
O 9.4364 3.922 20.3868
O -0.1198 -0.1704 20.5204
O 5.1982 5.121 22.9897
O 4.6597 7.7774 17.947
O -2.2625 10.484 19.0117
O 4.1336 11.5209 22.2903
O 2.2442 8.6299 18.1021
O 2.8764 -6.5208 24.2941
O 10.1655 1.7273 18.9647
O 2.6636 5.9569 17.9872
O 6.7515 10.5139 20.9349
O 4.9195 10.4908 18.1249
O 5.2296 2.8953 24.3382
O 7.0077 3.7639 16.1549
O 0.0768 10.2001 17.9373
O 5.5881 -2.7531 24.2214
O 10.8146 -2.2869 21.9363
O 13.1183 0.6072 18.0212
O -2.8913 2.9785 18.4087
O 3.602 -2.8402 26.017
O 6.7403 8.7507 18.9306
O 6.641 1.2726 16.9634
O 0.552 2.7676 24.1621
O -2.4072 8.5824 20.867
O 2.197 11.7011 24.1041
O 0.6005 15.9163 25.5726
O 6.9323 1.2571 23.0543
O 4.3177 2.173 17.8915
O 8.5855 5.9395 18.9676
O 3.6618 14.0895 22.1767
O 7.4667 3.7868 23.3486
O 9.6652 -4.5799 21.3659

Results
free energy: -113256.329 eV
free energy less fixed offsets of O -570.45, Si -639.56 eV per atom: -0.329 eV

Forces (eV/angstrom), in the order of the atoms: element, x, y, z
Si -0.0695 -0.0661 0.1127
Si 0.07 0.0399 0.0915
Si 0.0169 -0.0041 0.2218
Si -0.0146 -0.0216 0.1421
Si 0.0042 0.0592 0.1913
Si 0.0628 0.0346 0.1378
Si -0.0389 -0.1 0.1736
Si 0.1018 0.0218 0.186
Si 0.0098 0.0411 0.0567
Si 0.0047 0.0338 -0.0192
Si -0.04 -0.0173 -0.0016
Si -0.0155 -0.0716 0.0425
Si -0.0005 -0.0139 -0.0221
Si 0.0234 0.0064 0.0297
Si 0.0178 0.0319 0.0448
Si -0.0371 -0.0106 -0.0357
Si 0.0337 -0.005 0.0146
Si 0.017 0.0138 0.0463
Si 0.0254 -0.0035 0.0637
Si 0.0032 -0.0268 -0.0149
Si 0.0087 -0.0263 0.0537
Si 0.0006 0.0201 0.0005
Si -0.0104 -0.0038 0.0187
Si -0.035 0.0021 0.0397
Si 0.0073 0.0024 -0.0216
Si -0.0719 -0.0013 -0.0156
Si 0.029 0.0303 -0.0083
Si 0.0123 -0.0076 -0.0177
Si 0.0074 0.0134 -0.0328
Si 0.013 -0.0225 -0.018
Si -0.0265 0.0036 -0.0293
Si -0.012 -0.0207 -0.0501
Si -0.0019 -0.0021 -0.0047
Si 0.009 -0.0002 0.0057
Si 0.0145 -0.03 -0.0039
Si 0.0066 0.0101 -0.0008
Si -0.001 0.0048 -0.0046
Si 0.0171 0.0116 0.0062
Si -0.0094 0.0025 -0.0018
Si -0.032 -0.0051 0.0026
Si 0.0111 -0.0068 0.0144
Si -0.0122 -0.0041 0.0049
Si 0.0447 0.0217 -0.0047
Si -0.0366 0.0083 -0.0014
Si -0.0249 0.0025 -0.0063
Si -0.0292 -0.0048 0.0166
Si 0.0008 -0.0195 0.0076
Si 0.0396 0.0139 0.0032
Si 0.0481 -0.0047 -0.0083
Si 0.0221 0.0219 -0.0118
Si -0.0092 0.0067 -0.0042
Si -0.0036 -0.0075 0.0058
Si -0.0148 -0.0215 -0.0054
Si -0.026 -0.0154 0.0061
Si -0.0113 -0.0069 -0.0045
Si -0.0015 -0.0024 -0.0199
Si 0.0286 -0.0093 0.0124
Si -0.0177 0.0028 -0.0036
Si -0.0017 -0.0044 -0.0033
Si -0.0136 0.0188 0.0017
Si -0.0239 0.005 0.0045
Si -0.004 -0.0011 0.0077
Si 0.0096 0.0214 0.0028
Si -0.0026 0.0083 0.0048
Si 0.0363 0.0214 0.0429
Si -0.021 0.0078 -0.0086
Si 0.0278 -0.01 0.0318
Si 0.0285 -0.0045 0.033
Si -0.0225 -0.0019 0.0201
Si 0.007 0.0127 0.0319
Si 0.0434 -0.031 0.0232
Si -0.0447 0.0167 0.0382
Si 0.0325 -0.0177 -0.0731
Si -0.0177 0.0059 -0.0557
Si 0.0229 -0.0074 -0.0433
Si -0.0226 0.0218 -0.0335
Si -0.0028 0.0074 -0.0128
Si -0.0054 -0.0396 -0.0153
Si -0.0121 0.0159 -0.0643
Si -0.0052 -0.0072 -0.0753
Si -0.0313 0.0009 0.0095
Si 0.0343 -0.0143 -0.0314
Si -0.0073 0.0296 0.0209
Si 0.007 0.0249 0.0097
Si 0.0102 0.015 -0.018
Si -0.0071 -0.0399 0.0037
Si 0.002 0.0073 0.0182
Si -0.0138 0.0177 0.0055
Si -0.0462 -0.02 -0.0945
Si -0.0026 0.014 -0.1379
Si -0.0691 -0.0385 -0.1198
Si 0.0129 0.0033 -0.1392
Si 0.0293 0.003 -0.1609
Si 0.0202 -0.0091 -0.1781
Si 0.0343 0.0274 -0.1398
Si -0.0221 -0.0172 -0.1338
Si -0.0104 0.0362 -0.0247
Si -0.0049 0.0074 -0.0623
Si -0.004 0.0015 -0.0129
Si 0.0032 0.0273 -0.054
Si 0.0163 -0.0041 -0.0633
Si 0.0151 -0.0056 0.006
Si 0.0043 -0.0148 -0.0804
Si 0.0292 -0.0259 0.0495
Si 0.0181 0.0152 -0.0827
Si 0.0119 0.0009 -0.0202
Si -0.0164 0.0025 -0.0545
Si 0.0364 -0.0087 -0.0073
Si -0.0269 0.0283 0.0358
Si -0.0024 -0.0192 0.0332
Si -0.0133 0.0121 -0.0255
Si -0.0188 -0.0428 -0.0143
Si -0.0001 0.0223 -0.0097
Si 0 0.0348 -0.0457
Si 0.023 -0.0167 -0.014
Si 0.0116 -0.0013 0.1047
Si -0.0245 0.0179 -0.0307
Si -0.0159 0.0513 0.0065
Si -0.0075 0.0023 0.0581
Si -0.0262 0.0099 -0.0033
O -0.0444 0.0212 -0.0122
O 0.0028 -0.0244 -0.0387
O -0.0615 -0.0161 -0.02
O -0.0255 0.0226 -0.0654
O 0.0093 0.0175 0.0237
O -0.0358 -0.0065 -0.0802
O 0.0102 -0.0034 -0.035
O 0.0013 0.0002 0.001
O 0.0016 0.0142 -0.0325
O -0.0161 -0.0439 -0.0683
O 0.0205 -0.0146 0.0158
O 0.0167 0.0021 0.0146
O 0.0107 0.0356 -0.1022
O 0.0063 0.0116 -0.0474
O 0.0167 -0.0037 -0.1091
O 0.0092 0.0392 -0.0664
O 0.0302 -0.0107 0.0378
O -0.0108 -0.0148 0.0318
O 0.0028 -0.0265 0.0766
O 0.0074 -0.0116 0.0483
O 0.035 0.0089 0.0778
O 0.0117 -0.0278 0.0485
O -0.0222 0.0329 0.0503
O -0.0155 0.0001 0.0007
O -0.009 0.0157 0.041
O -0.0075 -0.039 0.037
O -0.0175 0.0236 0.0608
O 0.0108 0.0381 -0.0158
O -0.0159 0.0228 0.0542
O -0.0015 -0.0197 0.0518
O 0.0233 0.0009 -0.0055
O 0.0074 0.0239 0.025
O 0.0296 -0.0207 0.0107
O 0.0131 -0.012 0.0286
O -0.0396 0.0125 0.0177
O -0.0207 -0.0422 0.0349
O -0.0088 0.0128 -0.0631
O 0.0243 -0.0147 -0.0019
O 0.0052 -0.0033 0.0281
O 0.0368 0.0079 -0.0167
O 0.0174 0.0238 -0.003
O -0.001 0.0056 0.0624
O -0.019 0.0034 0.0036
O -0.0278 0.0149 0.053
O -0.01 -0.0036 0.0271
O -0.0008 0.0039 0.0869
O -0.0177 -0.0014 0.0164
O -0.0152 0.0172 -0.0662
O 0.0223 -0.0171 0.0207
O 0.0049 0.0058 0.03
O 0.0088 0.027 0.0304
O -0.0058 -0.0162 -0.081
O 0.0176 -0.019 0.0047
O -0.0119 -0.0161 0.0388
O -0.043 0.009 -0.0589
O -0.0237 -0.0191 0.01
O 0.0052 -0.013 0.0098
O 0.0186 -0.0148 -0.1169
O 0.0107 -0.0468 -0.0055
O 0.0151 -0.0063 -0.001
O -0.0151 -0.0121 0.0227
O -0.0105 -0.0032 -0.0099
O 0.02 0.0189 0.0102
O 0.001 -0.0083 -0.0112

The program warned: the cutoff lies below the one the program advises for these potential files; the forces do not sum to zero within the program's tolerance; empty levels may hold ghost states of the PAW files; the exchange-correlation potential is rough where the density is thin.
